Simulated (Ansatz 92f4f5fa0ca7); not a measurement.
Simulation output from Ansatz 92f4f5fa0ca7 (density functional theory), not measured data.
Periodic cell of 221 atoms, Si132O87H1N1, from a study of silicon, its oxide and their interface. The atomic structure is a simulated model.
Doubt: the cutoff is far below the 930 eV that the study's wrapper takes by default for these files, so forces and energies are approximate.
This geometry differs little from another in the collection (a relaxation step or a small displacement).

Settings: functional PBE; potential files Ansatz PAW; basis plane waves; wave-function cutoff 580 eV; density cutoff ratio 5; exchange-correlation grid ratio 1; k mesh 1 x 1 x 1, Gamma-centred; self-consistency stop 5e-08 eV per atom in the density residual; occupations fixed; spin none; net charge 0.

Cell vectors (angstrom)
a 10.938 0 0
b 0 10.938 0
c 0 0 33.2729

Atoms: element, x, y, z (angstrom)
Si -0.2046 0.1955 25.7098
Si 5.9719 -0.5536 25.7242
Si 2.8549 2.8012 25.8029
Si 8.3436 2.3149 25.8723
Si -0.4885 6.0133 25.6822
Si 5.3637 5.6924 25.7567
Si 3.0192 7.8379 25.7869
Si 8.2218 8.2251 26.1055
Si 1.4187 1.357 27.0244
Si 6.8642 1.1424 27.1961
Si 4.2252 4.1064 27.1374
Si 9.5261 4.1295 26.9483
Si 1.3273 6.7931 27.0835
Si 6.8105 6.8021 27.2498
Si 4.1845 9.4715 27.0456
Si 9.6849 9.6234 27.2149
Si 2.7726 -0.0374 28.4129
Si 8.2646 -0.0617 28.5849
Si 0.0144 2.7637 28.3963
Si 5.5282 2.6675 28.4792
Si 2.7411 5.4327 28.4696
Si 8.2195 5.4046 28.4887
Si 0.0706 8.1904 28.5128
Si 5.4634 8.1937 28.5469
Si 4.1018 1.3673 29.8547
Si 9.5708 1.3673 29.8547
Si 1.3673 4.1018 29.8547
Si 6.8362 4.1018 29.8547
Si 4.1018 6.8362 29.8547
Si 9.5708 6.8362 29.8547
Si 1.3673 9.5708 29.8547
Si 6.8362 9.5708 29.8547
Si 0 0 31.2219
Si 5.469 0 31.2219
Si 2.7345 2.7345 31.2219
Si 8.2035 2.7345 31.2219
Si 0 5.469 31.2219
Si 5.469 5.469 31.2219
Si 2.7345 8.2035 31.2219
Si 8.2035 8.2035 31.2219
Si 1.3673 1.3673 32.5892
Si 6.8362 1.3673 32.5892
Si 4.1018 4.1018 32.5892
Si 9.5708 4.1018 32.5892
Si 1.3673 6.8362 32.5892
Si 6.8362 6.8362 32.5892
Si 4.1018 9.5708 32.5892
Si 9.5708 9.5708 32.5892
Si 2.7345 0 0.6835
Si 8.2035 0 0.6835
Si 0 2.7345 0.6835
Si 5.469 2.7345 0.6835
Si 2.7345 5.469 0.6835
Si 8.2035 5.469 0.6835
Si 0 8.2035 0.6835
Si 5.469 8.2035 0.6835
Si 4.1018 1.3673 2.0507
Si 9.5708 1.3673 2.0507
Si 1.3673 4.1018 2.0507
Si 6.8362 4.1018 2.0507
Si 4.1018 6.8362 2.0507
Si 9.5708 6.8362 2.0507
Si 1.3673 9.5708 2.0507
Si 6.8362 9.5708 2.0507
Si 0 0 3.418
Si 5.469 0 3.418
Si 2.7345 2.7345 3.418
Si 8.2035 2.7345 3.418
Si 0 5.469 3.418
Si 5.469 5.469 3.418
Si 2.7345 8.2035 3.418
Si 8.2035 8.2035 3.418
Si 1.2471 1.4973 4.7496
Si 6.8106 1.394 4.8107
Si 4.1038 4.0832 4.8168
Si 9.5245 4.1383 4.853
Si 1.3653 6.8332 4.7588
Si 6.7807 6.8998 4.8227
Si 4.1259 9.5695 4.7922
Si 9.549 9.5875 4.6447
Si 2.6323 0.0405 5.9142
Si 8.2706 0.0009 6.0196
Si -0.045 2.8516 6.3262
Si 5.443 2.692 6.2808
Si 2.7246 5.5048 6.1542
Si 8.0914 5.4877 6.2032
Si -0.0902 8.2162 5.9638
Si 5.5086 8.3269 6.3166
Si 3.662 1.5161 7.3631
Si 9.8038 1.0566 7.4405
Si 1.6162 4.0128 7.6597
Si 6.522 4.367 7.6156
Si 4.2979 6.6583 7.4777
Si 9.3358 7.112 7.3529
Si 1.0769 9.8088 7.1742
Si 7.2651 9.4861 7.5513
O 1.8635 3.8962 25.078
O 7.1488 9.2655 25.305
O 2.7293 2.8117 7.7864
O 8.3143 8.2614 8.0181
O 5.3797 5.5085 7.9517
O 0.0534 -0.0201 7.8431
O 4.1596 6.7362 25.2607
O 9.5428 1.2938 25.3028
O 1.8126 9.0124 8.3743
N 1.3558 4.5812 9.3238
O 9.0093 1.3339 8.8643
O 6.9703 10.4854 8.871
O 3.6877 0.6583 8.7954
O 3.6082 7.1535 8.8872
O 7.0538 3.8863 9.1192
O 10.2809 6.3196 8.4466
O 3.8388 2.1218 24.6585
O 5.4211 0.0159 24.2711
O 7.2233 2.7042 24.6951
O 11.1161 5.7001 24.1971
O 9.28 7.1563 25.3299
O 2.3038 8.4613 24.4385
O 6.2158 5.1568 24.4244
O 0.3814 10.3625 24.3481
Si 2.4254 8.0718 9.5207
Si 11.0804 6.7589 14.3705
Si 0.0152 -5.146 17.1707
Si 4.1667 0.8706 23.6642
Si 7.4404 -2.0176 20.2888
Si 8.2966 0.811 21.1889
Si 1.7208 9.7402 23.6152
Si 10.5294 9.4979 14.3682
Si 3.9504 9.8029 11.7188
Si 4.9402 16.1335 12.0092
Si 6.9534 1.7952 16.7393
Si 4.6393 7.4648 20.1925
Si 13.2811 8.553 14.0772
Si 3.7501 1.4955 10.2042
Si 7.9334 11.473 9.8079
Si 1.7351 8.3651 20.7439
Si 2.5454 -5.4138 21.2134
Si 2.1865 3.9863 10.7791
Si 8.2839 4.3842 17.4837
Si 6.9572 3.9275 23.6353
Si 12.6383 3.6289 18.7868
Si 6.3527 3.0859 10.3738
Si 4.5511 2.9648 18.3517
Si 7.9645 -0.2642 14.965
Si 10.5459 4.6336 12.2415
Si -1.3614 3.1354 22.5135
Si 6.2526 7.8925 12.2537
Si 8.589 9.616 12.2343
Si 5.5679 2.3263 21.3346
Si 12.0275 4.4182 23.7566
Si 9.8864 2.6869 19.6367
Si 11.2216 5.9193 9.7036
Si -5.319 5.8693 17.6225
Si -0.8534 -2.6035 19.0062
Si 8.0202 10.1066 17.6801
Si 4.8242 6.7878 14.6261
O 7.648 10.2747 13.426
O 7.0071 9.5493 18.8332
O 7.8476 8.164 11.9596
O -1.5761 1.1676 19.9819
O 4.587 5.4791 13.6115
O 7.5303 9.634 16.1782
O -1.4111 -1.3983 18.0243
O 4.8903 13.5432 9.8799
O 5.4617 9.2131 11.71
O 1.2325 7.1698 10.1707
O 7.0986 1.111 15.2443
O 8.4818 4.2313 23.0837
O 5.6563 6.5782 11.4685
O 1.5003 6.766 21.0134
O -2.1285 8.0048 20.0344
O 10.1452 9.569 12.758
O 15.7549 4.4861 17.8643
O 6.058 8.1349 20.799
O 2.8309 -0.0244 23.5631
O 3.1993 9.5504 13.1341
O 6.0147 3.5277 22.358
O 9.9586 3.5746 21.0003
O 2.2732 4.3345 20.1406
O -5.9034 6.9904 18.6668
O 0.5465 -2.1018 19.7118
O 8.6531 10.5063 10.8893
O 11.687 6.2671 15.8013
O 12.0996 4.1585 12.0464
O 9.6353 10.6815 15.088
O 10.3589 5.5461 13.5836
O 0.4504 2.5945 19.0137
O 4.0551 11.3974 11.4158
O 1.3767 7.3648 13.4501
O 12.1401 9.5764 14.7475
O 7.2239 5.5762 17.8789
O 3.478 -3.2351 14.9213
O 12.0708 4.8358 17.8571
O 10.9944 3.2164 23.3211
O 5.9624 18.6295 13.8597
O 2.2255 4.8428 22.6643
O 6.8673 1.4951 20.8503
O 5.3854 -4.607 16.0792
O 1.4525 -1.6866 22.0868
O -2.1341 3.5203 18.7567
O 9.5869 4.9996 16.7351
O 9.5704 3.334 12.3593
O 4.5234 1.3797 22.1577
O 3.3235 -2.434 20.2146
O 2.933 2.7463 18.1509
O 3.5619 4.8148 11.1979
O 6.0749 4.0088 11.7185
O 10.0349 7.9716 14.7624
O -6.0422 2.8481 19.9496
O 7.8969 11.7543 17.6731
O 7.9752 -0.7994 21.2958
O 4.0808 6.1491 21.0555
O 8.9498 1.594 22.4961
O 2.4459 2.3796 10.6221
O 18.4753 3.3027 16.5181
O 3.0324 9.0433 10.6414
O 10.2046 5.5424 10.9218
O 7.1736 1.7042 10.6708
O 10.4921 -3.9361 18.1594
O 5.4522 1.9338 17.4212
H 8.8293 3.3874 12.9809

Results
free energy: -133793.655 eV
free energy less fixed offsets of H -15.97, N -385.13, O -568.88, Si -635.61 eV per atom: 0.525 eV

Forces (eV/angstrom), in the order of the atoms: element, x, y, z
Si -0.0052 0.0092 -0.0007
Si -0.0574 0.0474 0.1045
Si -0.005 -0.0336 0.0018
Si 0.0067 0.0709 0.0899
Si 0.0646 -0.0536 0.0716
Si -0.001 0.0124 0.0203
Si -0.0374 0.0247 0.0937
Si 0.0001 -0.009 -0.0082
Si 0.0213 0.0052 0.0015
Si 0.0005 -0.0105 -0.0262
Si 0.0116 -0.0078 0.0012
Si -0.0398 -0.0337 -0.0272
Si -0.0071 0.0177 -0.03
Si 0.0073 0.0019 0.008
Si 0.0073 -0.0086 -0.0171
Si 0.0057 -0.0138 0.019
Si -0.001 0.0012 0.0072
Si -0.0023 0.0081 0.0064
Si -0.0046 0.019 0.0047
Si -0.0038 -0.0023 0.0097
Si -0.0232 -0.0027 0.0019
Si 0.0157 -0.0067 0.0001
Si 0.013 -0.0043 0.0007
Si -0.0073 0.01 -0.0005
Si -0.0701 -0.1604 -0.2889
Si 0.307 0.4705 -0.0083
Si -0.0162 -0.1681 -0.1641
Si 0.1559 -0.4179 0.1126
Si -0.3844 -0.1095 0.1625
Si 0.0734 -0.1163 -0.1919
Si 0.4707 0.1156 0.0284
Si 0.0464 -0.255 0.5736
Si 0.1275 0.1536 -0.0462
Si -0.0013 0.011 0.0076
Si -0.0983 -0.0472 -0.0501
Si 0.0167 0.0821 0.0336
Si -0.0323 0.0397 -0.0147
Si -0.0951 -0.0418 -0.05
Si -0.0054 0.0398 0.0296
Si -0.1357 -0.0356 0.0172
Si 0.0073 -0.0487 0.0112
Si 0.0342 -0.043 -0.024
Si 0.0148 -0.0064 -0.0229
Si -0.0004 -0.035 -0.0145
Si 0.0488 0.022 -0.0289
Si 0.088 -0.0165 -0.0025
Si 0.0011 -0.0571 -0.0259
Si 0.004 -0.0126 -0.0328
Si 0.0217 -0.0165 -0.0126
Si -0.0596 0.0516 0.0092
Si -0.02 0.0379 0.0247
Si -0.0275 0.0195 0.0436
Si -0.0748 0.0563 0.0037
Si 0.0133 -0.0166 -0.0027
Si -0.0186 -0.0173 0.0426
Si -0.0342 0.0661 0.0176
Si -0.0762 -0.0793 0.0436
Si 0.0446 -0.104 -0.0562
Si 0.0896 -0.0254 -0.019
Si 0.098 0.0643 0.0515
Si -0.036 -0.0755 -0.0138
Si -0.1032 -0.0347 0.0162
Si 0.1446 0.1528 0.0267
Si 0.0434 -0.0907 -0.0333
Si 0.0033 0.5386 -0.6414
Si 0.0825 0.0778 0.0489
Si -0.0802 0.2695 -0.1027
Si -0.0113 0.1017 0.3013
Si -0.1791 -0.1758 0.1322
Si -0.1479 0.128 0.2577
Si 0.2296 -0.058 0.0038
Si -0.4744 -0.2858 -0.4818
Si 0.0112 0.0142 0.0062
Si 0.0043 0.001 -0.0087
Si 0.0082 -0.0215 -0.0048
Si 0.0079 0.0003 0.0052
Si 0.0079 0.0033 0.0033
Si -0.0103 0.0096 -0.0044
Si -0.0036 0.0045 -0.0045
Si 0.0064 -0.0101 0.0127
Si -0.0022 -0.013 0.0066
Si -0.0017 -0.0046 -0.0116
Si -0.0168 -0.0068 0.0169
Si 0.0109 0.0026 0.0049
Si -0.0168 0.0032 0.0285
Si 0.0426 0.0059 0.0009
Si -0.0087 0.0056 0.0245
Si -0.0104 -0.0097 -0.0022
Si -0.0111 0.0029 -0.0161
Si -0.0012 0.0867 -0.0484
Si -0.0113 0.0087 -0.0865
Si -0.0148 -0.0159 -0.0134
Si -0.0151 0.0235 -0.0354
Si -0.0078 -0.0105 -0.0462
Si 0.0444 -0.0448 0.0147
Si -0.0448 -0.0089 -0.0042
O -0.0021 0.0068 -0.0097
O 0.0544 -0.0526 -0.0306
O 0.014 -0.014 0.0096
O 0.0226 -0.0124 0.0241
O 0.0111 -0.0003 0.0194
O 0.0179 -0.0336 0.022
O 0.0403 -0.0355 -0.0321
O 0.02 -0.0234 -0.0239
O 0.0368 -0.0153 0.0819
N -0.012 0.0204 0.0727
O -0.0171 -0.0196 0.0225
O 0.0184 0.0298 0.0122
O 0.0052 0.0042 0.0151
O -0.0238 0.0317 0.0294
O 0.0008 -0.0074 0.0272
O 0.0019 -0.009 0.0194
O -0.005 -0.0022 0.0086
O -0.0146 0.015 -0.0408
O -0.0079 0.0048 -0.0216
O 0.0133 -0.008 -0.0151
O -0.0403 0.0428 -0.0183
O -0.015 0.0138 -0.0266
O 0.0068 -0.0117 -0.0083
O 0.0135 -0.0125 -0.0042
Si -0.0102 0.0791 -0.022
Si 0.0019 -0.0011 0.0061
Si -0.0033 -0.0047 0.013
Si -0.0005 0.0096 -0.0051
Si 0.0018 0.0043 -0.0039
Si 0.0032 0.0109 -0.0045
Si 0.0098 0.0038 -0.0078
Si -0.0007 0.0039 0.0116
Si -0.0423 -0.0079 -0.039
Si 0.0029 -0.0083 0.0014
Si -0.0002 0.0054 0.0073
Si -0.0077 -0.0021 -0.0039
Si 0.0034 0.0037 -0.004
Si 0.0038 -0.0017 -0.0241
Si -0.0168 0.0177 0.0017
Si -0.0038 0.0071 0.0066
Si -0.0041 -0.009 0.0055
Si -0.0031 0.0018 -0.0037
Si 0.0015 0.0009 0.0031
Si -0.0045 -0.004 -0.0068
Si 0.0007 0.0044 0.0076
Si 0.0197 -0.0012 -0.0028
Si 0.0002 0.0009 0.0094
Si -0.0007 0.0021 0.0072
Si 0.0037 -0.0031 0.0028
Si -0.0012 0.0063 0.0042
Si -0.0038 -0.0013 0.0028
Si -0.0019 0.0093 -0.0039
Si -0.0061 0.0003 0.0095
Si -0.0148 0.0136 -0.0073
Si -0.0034 0.0038 0.0074
Si 0.0199 0.0143 -0.0127
Si 0.0006 0.0015 0.0026
Si 0.0051 0.0029 0.0011
Si 0.0019 0.0035 0.0067
Si -0.0007 0.0004 0.0064
O 0.0033 -0.0008 0.0024
O -0.0014 -0.0018 0.0021
O 0.0015 -0.0025 0.0005
O 0.0003 0.0006 0.001
O 0.0002 0.0042 0.0035
O -0.0012 -0.0027 0.0002
O 0.0006 -0.002 0.0024
O -0.0011 0.0027 -0.0022
O -0.0028 -0.002 0.0033
O 0.016 0.0201 -0.0238
O 0.0003 -0.0004 -0.0016
O 0.0084 -0.0082 0.0029
O 0.0053 0.0001 -0.0006
O 0.0018 0.0019 0.0051
O -0.0023 -0.0008 0.0059
O 0.0063 -0.0005 0.0012
O 0.0011 0.0023 0.0001
O 0.0018 0.0003 0.0098
O -0.0059 -0.0056 0.0173
O 0.001 -0.0032 -0.0103
O -0.0026 -0.0033 0.0026
O 0.0004 -0.0017 -0.0088
O -0.0026 -0.0005 -0.0029
O 0.0027 0.001 0.0029
O -0.0052 -0.0008 -0.001
O 0.0036 -0.0126 0.0154
O -0.0005 0.0032 -0.0041
O -0.0093 0.0025 0.0034
O 0.001 0.0008 -0.0015
O 0.0031 0.0021 -0.0004
O 0.0003 0.0019 0.0023
O -0.0015 -0.0332 0.0169
O -0.0048 -0.0011 0.003
O 0.0022 -0.0003 -0.0041
O -0.0025 0.0021 -0.002
O -0.0009 0.0016 -0.0062
O -0.0042 0.0016 -0.0021
O 0.0011 -0.0018 0.0129
O -0.0008 -0.0006 -0.0009
O 0.0029 0.005 0.0067
O 0.0027 -0.0038 0.0038
O -0.0014 -0.003 0.0072
O -0.0007 -0.0059 -0.0068
O 0.0016 -0.0003 0.0014
O 0.0032 0.0029 0.0042
O 0.0024 0.0029 0.0072
O 0.0049 0.0079 0.0001
O 0.0042 -0.0021 0.0027
O 0.0004 0.0002 0.0006
O 0.0059 0.0007 0.0027
O -0.0089 0.0112 0.0054
O -0.0002 -0.0018 -0.001
O -0.0018 0.0006 -0.0059
O 0.0011 -0.0007 0
O -0.0014 -0.0073 0.0041
O 0.0036 0.0072 0.0017
O -0.004 -0.0014 0.0045
O -0.0079 0.0093 0.0018
O -0.0002 0.0011 0.0013
O -0.0185 -0.0668 -0.0387
O -0.002 -0.0069 0.0006
O -0.0017 -0.0012 -0.003
O 0.0011 -0.0029 -0.0046
O -0.0026 0.0006 0.0003
H 0.0076 0.0002 -0.0051

The program warned: the cutoff lies below the one the program advises for these potential files; the forces do not sum to zero within the program's tolerance; the exchange-correlation potential is rough where the density is thin.
